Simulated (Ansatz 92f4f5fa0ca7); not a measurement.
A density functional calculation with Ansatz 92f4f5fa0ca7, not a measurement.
Periodic cell of 223 atoms, Si133O90, from a study of silicon, its oxide and their interface. The atomic structure is a simulated model.
Doubt: the cutoff is far below the 930 eV that the study's wrapper takes by default for these files, so forces and energies are approximate.

Settings
functional: PBE
potential files: Ansatz PAW
basis: plane waves
wave-function cutoff: 580 eV
density cutoff ratio: 5
exchange-correlation grid ratio: 1
k mesh: 1 x 1 x 1, Gamma-centred
self-consistency stop: 5e-08 eV per atom in the density residual
occupations: fixed
spin: none
net charge: 0

Cell vectors (angstrom)
a 10.938 0 0
b 0 10.938 0
c 0 0 32.4024

Atoms and the computed forces on them: element, x, y, z (angstrom), force x, y, z (eV/angstrom)
Si 0.474 -0.5634 24.8223 -0.1207 0.1586 0.2914
Si 5.5666 -0.2764 24.9922 -0.0159 0.0215 -0.0821
Si 2.5703 2.9682 25.0144 0.0377 -0.0601 0.0978
Si 8.0639 2.9619 24.7477 0.0014 0.0297 -0.086
Si 0.3436 5.238 24.9207 0.0554 0.0009 -0.2233
Si 4.8268 6.0323 24.898 0.1718 -0.0693 0.0949
Si 2.7136 8.2329 25.3986 -0.0298 -0.0361 -0.2348
Si 7.946 8.5721 24.789 0.0241 -0.0501 0.0282
Si 1.3703 1.2837 26.1662 0.0135 -0.0932 -0.1419
Si 6.7848 1.4527 26.1036 0 -0.019 0.0157
Si 4.0606 4.2289 26.2956 0.0616 0.003 -0.1124
Si 9.5728 4.1181 26.1597 -0.1141 0.0705 -0.0382
Si 1.2737 6.7817 26.4288 -0.0087 0.0465 0.04
Si 6.7732 6.9035 26.0809 -0.0799 -0.0548 -0.1018
Si 4.1753 9.5963 26.529 0.0272 0.0194 0.0083
Si 9.5762 9.5896 26.1719 0.1743 -0.0403 -0.0944
Si 2.7188 0.0476 27.6678 -0.0289 0.1204 0.095
Si 8.1952 0.0698 27.5334 0.0011 0.0147 0.0612
Si -0.0237 2.7048 27.5457 0.0985 -0.09 0.1229
Si 5.4603 2.7761 27.5761 -0.0558 0.0327 0.0407
Si 2.7078 5.481 27.7099 -0.0498 -0.0977 0.1396
Si 8.1732 5.4999 27.5194 -0.0052 0.0579 0.0465
Si -0.0825 8.2255 27.6463 -0.11 0.0431 0.0602
Si 5.539 8.152 27.6854 0.0542 -0.0406 0.0586
Si 4.1018 1.3673 28.9842 0.0698 0.4944 0.1023
Si 9.5708 1.3673 28.9842 -0.1079 0.0975 -0.2364
Si 1.3673 4.1018 28.9842 -0.3083 -0.5005 0.1033
Si 6.8362 4.1018 28.9842 0.1359 0.1659 -0.3902
Si 4.1018 6.8362 28.9842 0.1578 -0.0389 0.5113
Si 9.5708 6.8362 28.9842 -0.5934 -0.1003 0.0069
Si 1.3673 9.5708 28.9842 -0.176 0.0213 0.0289
Si 6.8362 9.5708 28.9842 0.4987 0.2584 -0.0545
Si 0 0 30.3514 -0.0119 -0.0629 -0.0069
Si 5.469 0 30.3514 0.0672 0.0383 -0.0633
Si 2.7345 2.7345 30.3514 0.0147 0.0006 0.0326
Si 8.2035 2.7345 30.3514 0.0827 0.0104 -0.0401
Si 0 5.469 30.3514 -0.0852 -0.162 -0.049
Si 5.469 5.469 30.3514 -0.0885 0.0066 0.0265
Si 2.7345 8.2035 30.3514 0.0788 -0.0061 -0.0258
Si 8.2035 8.2035 30.3514 0.0708 0.0495 0.0381
Si 1.3673 1.3673 31.7187 0.0487 0.0202 -0.0165
Si 6.8362 1.3673 31.7187 -0.0604 -0.0221 -0.0256
Si 4.1018 4.1018 31.7187 -0.0132 -0.013 0.0026
Si 9.5708 4.1018 31.7187 -0.0067 0.0773 -0.0003
Si 1.3673 6.8362 31.7187 0.0385 0.0337 -0.0422
Si 6.8362 6.8362 31.7187 -0.0327 0.0293 -0.0238
Si 4.1018 9.5708 31.7187 -0.0851 0.0196 -0.0275
Si 9.5708 9.5708 31.7187 0.0055 -0.0337 -0.0009
Si 2.7345 0 0.6835 0.069 -0.0554 0.0111
Si 8.2035 0 0.6835 0.0059 0.0218 -0.0153
Si 0 2.7345 0.6835 -0.0043 -0.0344 0.0335
Si 5.469 2.7345 0.6835 0.0158 -0.0083 0.0307
Si 2.7345 5.469 0.6835 -0.0192 0.0276 -0.0038
Si 8.2035 5.469 0.6835 0.0437 -0.0386 0.0037
Si 0 8.2035 0.6835 0.0176 0.0155 0.031
Si 5.469 8.2035 0.6835 0.0015 -0.0524 0.0329
Si 4.1018 1.3673 2.0507 -0.1595 -0.0513 -0.0364
Si 9.5708 1.3673 2.0507 -0.0069 -0.0742 0.0189
Si 1.3673 4.1018 2.0507 0.1685 0.1101 0.0197
Si 6.8362 4.1018 2.0507 -0.0898 0.0601 -0.033
Si 4.1018 6.8362 2.0507 -0.0618 0.0065 0.0522
Si 9.5708 6.8362 2.0507 -0.0781 -0.0286 -0.0135
Si 1.3673 9.5708 2.0507 0.017 -0.018 0.0099
Si 6.8362 9.5708 2.0507 0.0919 0.1358 0.0381
Si 0 0 3.418 -0.3182 -0.1151 -0.2207
Si 5.469 0 3.418 0.4295 0.2676 0.1408
Si 2.7345 2.7345 3.418 0.2426 -0.0142 -0.6434
Si 8.2035 2.7345 3.418 -0.0154 -0.0204 0.5627
Si 0 5.469 3.418 -0.3387 -0.0286 0.3008
Si 5.469 5.469 3.418 0.2891 -0.3251 -0.311
Si 2.7345 8.2035 3.418 -0.1607 -0.0908 -0.0616
Si 8.2035 8.2035 3.418 0.2912 -0.0975 0.0861
Si 1.2948 1.4535 4.6975 -0.353 0.0602 -0.1183
Si 6.8863 1.3429 4.8918 -0.0007 0.0951 -0.0122
Si 4.2218 3.9714 4.7308 0.0266 0.0724 -0.0872
Si 9.5455 4.1134 4.8739 -0.0969 0.0278 -0.0593
Si 1.3584 6.8235 4.7923 0.0595 0.0636 -0.0938
Si 6.8729 6.787 4.7643 -0.1049 0.0389 -0.1579
Si 4.1339 9.5574 4.73 -0.1404 0.0123 -0.042
Si 9.6151 9.5366 4.8266 0.1135 0.0367 -0.0023
Si 2.822 0.2138 5.8472 0.6435 0.1933 0.5047
Si 8.22 -0.1123 6.269 -0.082 -0.2085 0.1405
Si -0.06 2.6781 6.2272 0.0973 -0.103 0.1272
Si 5.5924 2.8006 6.3211 -0.0093 -0.1712 0.0927
Si 2.7145 5.2631 5.8947 -0.0521 -0.0518 0.152
Si 8.2156 5.5523 6.291 0.1285 -0.0631 0.0668
Si 0.1543 8.2626 6.272 -0.1293 0.0996 0.2171
Si 5.4248 8.099 6.0385 0.0374 -0.0892 0.3472
Si 3.8877 1.6438 7.4706 -0.1119 -0.2382 -0.5847
Si 9.9094 0.9462 7.5754 0.0731 0.1012 -0.1266
Si 1.6336 3.8207 7.4086 -0.0617 0.1212 -0.0504
Si 6.5558 4.5341 7.7169 0.0638 0.0415 0.0424
Si 4.1322 6.4691 7.223 0.2974 0.1363 -0.583
Si 9.3924 7.1738 7.6198 0.18 0.0589 -0.1758
Si 1.513 10.045 7.3229 -0.5191 -0.4968 -0.0083
Si 6.9088 9.1819 7.5043 -0.0945 0.1154 -0.3872
O 10.9631 5.9015 23.4398 -0.0051 -0.0081 0.0757
O 4.5238 0.0479 23.7553 0.0107 -0.0073 -0.003
O 8.1185 8.1616 8.0648 -0.0125 0.0586 0.0975
O 2.7697 2.7592 7.9743 -0.0548 -0.0684 0.0397
O 7.1672 4.0839 23.9247 0.0186 -0.0242 0.0264
O 1.6794 9.2535 24.5797 0.0088 0.0099 -0.0074
O 5.2754 5.5556 7.9934 -0.1257 0.1034 0.0222
O 0.2801 -0.0154 7.9914 0.1708 -0.0188 -0.0437
O 7.0377 4.2347 9.2807 -0.0042 -0.0207 -0.0121
O 5.8125 9.6542 8.6126 0.5588 0.3387 -0.2392
O 10.1581 6.57 8.9603 0.0331 -0.0941 0.0626
O 2.7317 9.692 8.6064 -1.0852 0.1383 -0.7988
O 4.3168 0.709 8.7128 -0.154 0.0844 0.1157
O 1.0818 4.6445 8.7182 -0.0395 0.0026 0.0105
O 9.2859 1.3789 9.0273 -0.0181 -0.0141 0.0373
O 2.905 7.0162 8.2102 0.5057 0.8278 1.3673
O 7.376 6.2544 22.3093 0.011 0.0017 -0.0006
O 8.8583 2.1361 23.5574 0.0009 0.0117 0.0225
O 5.0888 5.4911 23.3712 -0.0014 -0.0157 -0.057
O 3.3223 2.4223 23.6518 0.0155 -0.0134 -0.0361
O 10.9202 -0.2431 23.2819 0.021 -0.0235 -0.1166
O 3.7115 7.2125 24.5367 -0.0069 0.0382 0.0886
O 1.4604 4.0855 24.541 -0.0882 -0.0151 0.0439
O 6.7536 9.6656 24.3986 -0.0595 0.0267 0.0597
Si 14.6314 1.0791 22.813 -0.0106 0.011 0.0201
Si -1.2932 2.5926 22.2004 -0.0047 0.0075 -0.0037
Si 0.719 11.5498 22.0887 -0.0054 -0.0112 0.0129
Si 11.5991 0.7921 14.9609 0.0252 -0.0064 -0.0438
Si 5.8403 -0.5837 12.012 -0.2305 0.7889 -0.0888
Si 11.6538 15.722 12.6695 0.1085 0.1172 -0.0749
Si 9.4005 1.553 10.6489 0.0044 0.0223 -0.032
Si 5.2611 4.0521 20.047 0.0064 0.0068 -0.0112
Si 9.8393 8.0481 13.5373 0.0671 -0.01 -0.0474
Si 10.3953 -2.9573 16.5086 0.02 -0.016 -0.0508
Si 10.8616 5.2587 9.6676 0.0236 -0.0117 0.0758
Si -0.3081 5.4567 21.8982 0.0087 0.0079 -0.0125
Si 8.5933 -1.2905 11.4715 0.1278 0.0086 0.0073
Si 8.7837 5.0398 13.2174 0.0736 0.0035 0.0046
Si 7.2462 3.5777 15.6484 -0.0046 -0.0083 -0.0471
Si 12.2554 6.0489 15.4015 0.0131 0.0088 -0.1128
Si 5.6743 5.6966 17.3906 -0.0143 0.0072 -0.0219
Si 4.4504 10.1407 9.4477 1.9997 2.9627 0.3262
Si 13.4201 1.4751 18.7311 -0.0042 -0.0035 -0.0297
Si 9.6775 0.768 19.8749 0.0043 0.0008 -0.0176
Si -1.0952 2.2945 17.0129 0.0097 -0.0034 -0.0237
Si 12.6134 9.9018 17.2027 -0.0036 -0.0136 -0.0422
Si 5.1612 1.1291 20.0983 0.0015 -0.0003 -0.0241
Si 3.5762 7.7671 16.4315 -0.0352 -0.02 -0.0621
Si 13.0179 4.1286 20.0828 -0.0048 0.0117 -0.0232
Si -3.6045 9.6862 19.8151 0.0113 -0.0069 -0.0201
Si 8.3945 7.4514 21.9291 -0.0045 -0.0021 -0.0083
Si 2.585 2.4065 13.4075 -0.0114 0.0575 -0.0665
Si 5.6456 -1.4331 14.8603 -0.0412 -0.0297 0.0847
Si 2.8401 8.2088 9.3419 -1.942 -1.6628 1.2284
Si -3.5606 -2.6215 17.073 0.0019 -0.0037 -0.0151
Si 0.8202 11.6298 11.9986 0.0106 -0.0519 -0.0241
Si 6.4885 4.9781 22.7336 -0.0204 0.028 0.0203
Si 1.611 -7.1161 17.2655 0.0041 0.0191 -0.0523
Si 11.2493 8.7821 11.0552 0.0968 0.0376 0.1415
Si 5.4655 1.4205 14.1521 0.0387 -0.0038 -0.1461
Si 8.1477 4.0742 10.4635 0.085 -0.0299 -0.0079
O 8.195 2.5639 11.0656 0.0001 -0.01 -0.0098
O 5.675 -1.6663 13.2402 -0.0008 -0.046 -0.1314
O 9.8307 1.5356 18.4543 -0.0016 0.0106 -0.006
O 3.6726 -6.6508 20.4506 0.0038 -0.0035 0.0105
O -1.2529 8.8596 10.5035 -0.067 0.0396 0.0104
O 0.1041 0.2046 20.6241 -0.0078 0.0044 0.0026
O 1.3358 7.9123 10.1276 2.0437 0.4429 -0.9073
O 15.0977 2.3715 13.8138 0.0643 -0.0402 0.0356
O 17.9739 -1.2081 11.0602 -0.0901 -0.079 0.0128
O 12.5201 0.1885 18.2819 0.009 0.0079 0.0167
O 10.942 6.4366 16.3219 -0.013 0.0112 0.0253
O 10.2814 -2.3529 14.9982 -0.0168 -0.0007 0.0023
O 7.8981 4.4692 14.4434 -0.0172 -0.0208 0.0307
O 13.2622 12.1934 12.2753 -0.0242 -0.0166 -0.0053
O 6.7883 6.8121 17.0537 0.0016 0.0041 0.0134
O 11.1052 11.2629 13.4697 0.0083 0.0072 0.0132
O 12.9583 4.6871 15.9542 0.0034 -0.0233 0.0426
O 19.6898 -0.5157 19.5827 -0.0008 -0.0026 0.016
O 0.2843 13.1107 22.3639 0.0032 0.0076 -0.0021
O 6.1737 0.8462 12.787 -0.0228 -0.056 0.1808
O 5.6595 2.5609 19.4649 0.0008 -0.0038 0.0081
O -1.9623 1.8073 20.9351 0.0026 -0.0017 0.0041
O 5.1133 0.1085 15.0977 0.0189 -0.0045 -0.0282
O 7.9734 5.0561 11.7695 -0.0365 0.0147 -0.0276
O 12.5931 2.0792 14.7216 -0.0265 -0.0335 0.0261
O 6.1736 4.159 21.3834 -0.0064 -0.0063 -0.003
O 1.7966 4.7584 18.5994 0.0052 -0.0032 0.0231
O 0.9636 10.2746 11.1079 -0.0034 0.1138 0.0247
O 3.8715 0.7486 19.1734 -0.0037 0.0014 0.0097
O 11.3614 8.8918 17.4421 0.0108 0.0155 0.0112
O 11.5091 5.4565 11.1699 -0.0969 -0.0501 -0.0431
O 10.9435 12.7964 11.1459 -0.0084 -0.0158 0.0263
O 3.0402 -1.9419 17.3885 -0.0083 0.0094 0.0186
O 6.0796 4.4304 16.4283 0.0087 0.0026 0.0082
O -2.2376 8.1962 23.3635 0.0025 -0.0038 -0.0231
O 0.9996 16.8458 13.8183 -0.0239 -0.0132 0.0642
O 10.174 4.1529 13.0468 -0.0432 -0.0082 0.0092
O 5.6856 5.1671 18.9354 0.005 -0.0014 0.0068
O 9.5786 4.1952 21.9343 0.0018 -0.0034 0.0121
O 4.2224 6.4487 17.1669 0.0181 -0.004 0.0213
O 4.2298 8.6471 10.1025 -2.2489 -2.7815 0.0661
O 4.6391 -0.1164 11.0035 0.4539 -0.7642 -0.4762
O 7.6296 8.4925 20.9107 -0.0025 0.0079 0.0057
O 1.8495 2.4656 19.9249 0.0044 -0.0025 0.0095
O 8.9656 -2.8676 17.2385 -0.0037 0.0084 0.0042
O -1.1599 6.7572 21.3065 0.0037 -0.0015 0.0156
O -2.2569 -1.9017 12.9704 -0.0318 0.0125 -0.0014
O 9.1037 0.2332 11.518 -0.053 -0.0458 -0.0149
O -0.6423 12.1675 15.8483 -0.0054 0.0107 0.0314
O 4.6301 8.382 15.3952 0.0452 0.042 0.0009
O 8.4133 3.0083 16.6603 0.0086 -0.0093 0.005
O 2.3312 -3.6404 15.511 0.0247 0.0071 0.0472
O -4.7231 10.8264 20.2118 -0.0014 0.0028 0.0128
O 9.6225 4.2091 9.7633 -0.0264 0.0065 0.0051
O 13.5285 2.5046 17.4436 0.0034 -0.0149 0.0218
O 2.3309 0.3987 22.203 0.0076 0.0008 -0.0006
O 11.1456 8.1367 12.5458 -0.1071 0.0256 -0.0284
O 6.5366 2.3008 14.9687 -0.0297 -0.002 0.0132
O -1.7653 6.569 13.5948 -0.0223 0.0031 0.0082
O 0.0366 3.4513 17.1259 -0.0141 -0.0182 0.0089
O 11.9893 4.9393 21.0949 0.0051 -0.004 0.004
O 4.6768 1.494 21.6052 0.0034 -0.0012 0.0055
O 7.0249 -1.7457 15.7235 -0.0076 0.011 -0.0175
O 12.4712 -0.3792 15.7041 -0.0027 0.0137 0.0248
O 6.8062 -1.8738 18.4064 0.0052 -0.0056 0.0078
O 12.957 3.8004 12.7474 -0.0032 -0.0657 0.0248

Results
free energy: -135731.783 eV
free energy less fixed offsets of O -568.88, Si -635.61 eV per atom: 3.547 eV

The program warned: the cutoff lies below the one the program advises for these potential files; the forces do not sum to zero within the program's tolerance; the exchange-correlation potential is rough where the density is thin.
